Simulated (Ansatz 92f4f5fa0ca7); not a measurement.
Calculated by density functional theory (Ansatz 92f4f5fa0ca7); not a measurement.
Periodic cell of 372 atoms, Si256O116, from a study of silicon, its oxide and their interface. The atomic structure is a simulated model.
This geometry differs little from another in the collection (a relaxation step or a small displacement).

Settings: functional r2SCAN; potential files Ansatz PAW; basis plane waves; wave-function cutoff 800 eV; density cutoff ratio 5; exchange-correlation grid ratio 1; k mesh 1 x 1 x 1, Gamma-centred; self-consistency stop 1e-10 eV per atom in the density residual; occupations fixed; spin none; net charge 0.

Cell vectors (angstrom)
a, 16.3305, 0, 0
b, 0, 16.3305, 0
c, 0, 0, 24.8007

Atoms and the computed forces on them: element, x, y, z (angstrom), force x, y, z (eV/angstrom)
Si, -0.5461, 0.4967, 0.002, -0.013, 0.0112, 0.0746
Si, 2.7531, 2.5595, -0.0006, 0.0344, -0.0072, 0.0495
Si, -0.2943, 5.7285, 0.3525, -0.0414, -0.0084, 0.0787
Si, 2.4924, 8.3044, -0.0225, -0.0157, 0.0462, 0.0927
Si, 0.2071, 10.5301, -0.2155, -0.0043, -0.014, 0.1025
Si, 2.7396, 13.716, -0.2204, 0.0043, -0.0123, 0.0703
Si, 5.1763, 0.4905, -0.0951, -0.0186, 0.0019, 0.0748
Si, 7.6878, 3.0374, -0.0724, 0.0537, 0.0212, 0.1009
Si, 5.4566, 5.254, 0.1203, 0.038, 0.0352, 0.0669
Si, 8.2522, 8.106, 0.4017, -0.0023, 0.021, 0.0489
Si, 6.2325, 10.4309, -0.101, -0.0239, -0.0185, 0.0714
Si, 8.4942, 13.1073, 0.2442, -0.0072, 0.0148, 0.0668
Si, 10.9329, -0.5393, -0.1148, 0.0313, 0.0612, 0.1037
Si, 13.4675, 2.5712, 0.239, -0.0205, 0.0213, 0.0798
Si, 10.5317, 6.0111, 0.168, -0.0227, 0.014, 0.0691
Si, 13.7533, 7.8594, 0.2195, 0.0369, 0.0098, 0.0733
Si, 10.7065, 10.9298, 0.2262, 0.0204, -0.0192, 0.0458
Si, 13.3662, 13.7917, 0.0518, 0.0226, -0.0071, 0.0437
Si, 1.2099, 1.3954, 1.3067, 0.0034, -0.0109, 0.0226
Si, 3.9434, 4.0599, 1.4136, 0.0117, 0.0153, 0.0001
Si, 1.3511, 6.8839, 1.514, -0.0139, -0.0033, -0.0036
Si, 4.2373, 9.5099, 1.0559, -0.0249, -0.0123, 0.0064
Si, 1.3658, 12.2336, 1.0474, 0.0189, -0.0076, -0.0323
Si, 4.1683, 15.0007, 1.133, -0.0274, -0.0023, -0.0136
Si, 6.7128, 1.4668, 1.3882, -0.0261, 0.0065, -0.007
Si, 9.4307, 4.1384, 1.1568, 0.017, -0.0133, -0.0551
Si, 6.7043, 6.7489, 1.4604, 0.0224, -0.0105, -0.023
Si, 9.5645, 9.5152, 1.6889, -0.0046, -0.0295, -0.0177
Si, 6.9114, 12.0276, 1.5168, -0.017, -0.063, -0.0188
Si, 9.4834, 14.8495, 1.4247, 0.009, -0.0029, -0.0601
Si, 11.9925, 1.1828, 1.3151, -0.0026, 0.0228, -0.0226
Si, 14.7967, 4.0971, 1.4792, -0.004, -0.0124, 0.002
Si, 12.1545, 6.8787, 1.6147, -0.0131, -0.0017, -0.014
Si, 14.9666, 9.5534, 1.3011, 0.0029, 0.0393, -0.0161
Si, 12.2637, 12.2197, 1.4048, -0.0001, -0.0171, -0.0055
Si, 14.8933, 15.0424, 1.2969, -0.0076, -0.0083, -0.0106
Si, -0.0696, 2.7546, 2.752, -0.0081, 0.0128, 0.0111
Si, 2.6852, -0.0317, 2.5603, 0.0631, 0.0309, 0.0214
Si, -0.0304, 8.2575, 2.7847, -0.0047, -0.0227, 0.0178
Si, 2.6734, 5.4559, 2.7925, -0.021, 0.0024, -0.002
Si, 0.0227, 13.6103, 2.5193, 0.0134, -0.0013, 0.0023
Si, 2.8011, 10.9066, 2.4586, -0.038, -0.0099, 0.0269
Si, 5.3604, 2.753, 2.7959, 0, 0.0114, 0.0107
Si, 8.1105, 0.0162, 2.6482, 0.0004, -0.0133, 0.0019
Si, 5.3749, 8.1939, 2.7021, 0.0142, 0.0026, -0.0138
Si, 8.1285, 5.3833, 2.7283, -0.0298, 0.0035, 0.0298
Si, 5.472, 13.5995, 2.5769, -0.0252, -0.015, 0.0015
Si, 8.1937, 10.8354, 3.0075, 0.0171, -0.0038, 0.0025
Si, 10.7477, 2.7242, 2.5933, 0.023, 0.0186, 0.0024
Si, 13.4899, -0.0297, 2.723, -0.0083, -0.0288, 0.0257
Si, 10.9276, 8.2183, 3.0102, -0.0198, 0.0119, 0.0169
Si, 13.5022, 5.4378, 2.8689, 0.0018, -0.0053, 0.0037
Si, 10.8991, 13.5716, 2.8044, -0.0074, -0.0199, 0.037
Si, 13.6558, 10.8945, 2.7226, -0.0083, -0.0122, 0.0025
Si, 1.31, 4.082, 4.1207, -0.0197, -0.0048, 0.0049
Si, 4.0008, 1.3163, 4.0375, 0.0073, 0.0015, 0.0097
Si, 1.4339, 9.6095, 4.0027, -0.0019, 0.0061, -0.0133
Si, 4.0591, 6.8243, 4.1045, -0.0083, 0.0014, 0.0021
Si, 1.3558, 14.9428, 3.9572, 0.0033, -0.0111, -0.0047
Si, 4.0667, 12.2661, 3.9392, 0.0118, -0.0169, -0.0056
Si, 6.7724, 4.0808, 4.134, -0.0135, -0.0012, -0.002
Si, 9.4595, 1.3807, 4.0352, 0.0237, 0.0176, 0.0022
Si, 6.7394, 9.4571, 4.1658, 0.0185, 0.0418, -0.0036
Si, 9.4891, 6.7452, 4.1441, 0.0037, -0.0109, -0.0252
Si, 6.7809, 14.9624, 4.0061, 0.0062, -0.0182, 0.0142
Si, 9.5556, 12.2736, 4.2241, 0.0172, -0.0033, 0.0149
Si, 12.1389, 4.003, 4.0885, 0.0129, 0.0029, 0.0213
Si, 14.9001, 1.3449, 4.0589, -0.0111, -0.0003, -0.019
Si, 12.3293, 9.6034, 4.208, -0.0077, -0.0013, 0.0187
Si, 14.9471, 6.8313, 4.1241, -0.0073, 0.0259, 0.0036
Si, 12.2313, 14.9528, 4.15, 0.0039, 0.011, -0.0062
Si, 15.0269, 12.2925, 4.0079, 0.0094, 0.0141, 0.0011
Si, -0.0088, -0.0224, 5.3627, -0.017, 0.0022, -0.0062
Si, 2.6839, 2.6889, 5.4335, 0.0005, 0.0091, 0.0168
Si, -0.0307, 5.4478, 5.4738, -0.015, 0.0019, 0.0091
Si, 2.6974, 8.1973, 5.4345, -0.0176, -0.0015, 0.0115
Si, 0.0565, 10.9333, 5.3912, 0.0021, -0.0099, 0.0033
Si, 2.7154, 13.6055, 5.3502, 0.0005, 0.006, 0.0125
Si, 5.4119, -0.02, 5.3898, -0.0098, -0.0058, 0.0023
Si, 8.1357, 2.7066, 5.4643, -0.0185, -0.0055, 0.0096
Si, 5.4222, 5.4581, 5.4705, 0.0251, 0.0261, 0.0174
Si, 8.1228, 8.1012, 5.4857, 0.0049, 0.0196, 0.0197
Si, 5.3933, 10.919, 5.3986, 0.0141, -0.0048, 0.0008
Si, 8.1425, 13.6753, 5.4559, -0.0028, 0.0059, 0.0028
Si, 10.8576, 0.0451, 5.4335, -0.0174, -0.0057, 0.0163
Si, 13.5596, 2.6928, 5.448, -0.0024, 0.0102, 0.0107
Si, 10.8508, 5.3843, 5.4895, 0.0093, -0.0051, -0.0041
Si, 13.6306, 8.1727, 5.5153, 0.0271, 0.0083, 0.0003
Si, 10.9337, 10.9254, 5.5414, 0.0058, -0.0013, 0.0356
Si, 13.6571, 13.6078, 5.4372, -0.0054, -0.0238, 0.0194
Si, 1.3287, 1.3282, 6.7835, -0.0024, -0.0031, -0.0079
Si, 4.0599, 4.0501, 6.7942, -0.012, -0.0146, 0.0036
Si, 1.3536, 6.8, 6.8118, -0.0308, -0.0099, 0.0145
Si, 4.0769, 9.5482, 6.7861, 0.0065, 0.0353, -0.0047
Si, 1.3817, 12.2805, 6.7763, -0.0003, 0.0015, -0.0079
Si, 4.0615, 14.9572, 6.7551, -0.0061, -0.0172, -0.0008
Si, 6.7766, 1.3367, 6.7883, 0.0066, 0.0152, 0.0103
Si, 9.5127, 4.0395, 6.8602, -0.0113, 0.0063, -0.0037
Si, 6.7893, 6.7696, 6.8609, 0.0026, -0.0033, -0.0149
Si, 9.5228, 9.4987, 6.7813, -0.0167, -0.0129, 0.0017
Si, 6.7739, 12.2757, 6.7618, 0.0051, -0.0076, 0.0009
Si, 9.5004, 15.0399, 6.8154, 0.0049, -0.0049, 0.0041
Si, 12.2297, 1.361, 6.8477, 0.0121, -0.0018, -0.0049
Si, 14.9389, 4.056, 6.8089, -0.0005, 0.0064, 0.0029
Si, 12.2489, 6.7692, 6.8179, 0.0056, 0.0205, -0.0001
Si, 15.0337, 9.5408, 6.7884, -0.0269, -0.0211, -0.0034
Si, 12.3101, 12.2852, 6.8508, -0.0114, -0.0026, 0.01
Si, 14.9934, 14.9903, 6.7913, 0.0163, -0.0172, -0.0079
Si, -0.0108, 2.6926, 8.1694, -0.0194, -0.0123, 0.0009
Si, 2.716, -0.0106, 8.1475, -0.0144, -0.0014, -0.0026
Si, -0.0186, 8.133, 8.1763, 0.0074, 0.0435, -0.0039
Si, 2.7068, 5.4034, 8.1698, 0.0127, 0.0055, -0.0071
Si, 0.0289, 13.6421, 8.1463, -0.0148, 0.002, 0.0024
Si, 2.7354, 10.9108, 8.1387, -0.0107, -0.0283, -0.0015
Si, 5.436, 2.696, 8.1603, 0.0074, -0.0038, -0.0021
Si, 8.1659, 0.0642, 8.2077, -0.0098, -0.0154, -0.0093
Si, 5.4388, 8.1764, 8.1556, 0.0239, -0.0043, 0.0014
Si, 8.1677, 5.4194, 8.2016, -0.0248, -0.0078, 0.0071
Si, 5.4312, 13.6306, 8.1414, 0.0019, 0.0147, 0.0046
Si, 8.1599, 10.8983, 8.0882, 0.0125, -0.0025, -0.0008
Si, 10.8928, 2.7169, 8.2465, 0.0045, 0.0179, 0.0091
Si, 13.6336, 0.0108, 8.183, 0.0031, 0.012, 0.0026
Si, 10.8808, 8.1462, 8.1432, -0.0217, -0.0096, 0.0012
Si, 13.6035, 5.406, 8.1927, 0.0001, -0.008, 0.0179
Si, 10.9076, 13.6796, 8.1371, 0.0061, -0.0009, 0.0004
Si, 13.6687, 10.8812, 8.1621, 0.0178, 0.0039, -0.0008
Si, 1.3604, 4.0216, 9.5632, 0.0045, 0.0091, -0.0072
Si, 4.0831, 1.3376, 9.5324, 0.0017, 0.0054, -0.0075
Si, 1.3764, 9.5075, 9.4469, -0.0121, -0.0065, -0.0201
Si, 4.1035, 6.7668, 9.4904, 0.0233, 0.0178, -0.0154
Si, 1.3781, 14.976, 9.5442, 0.0071, 0.0023, -0.0126
Si, 4.0894, 12.2719, 9.5173, -0.0112, -0.0104, -0.0055
Si, 6.8169, 4.0401, 9.5275, 0.0301, 0.0038, -0.0041
Si, 9.5383, 1.3911, 9.6398, -0.0057, 0.0069, 0.0049
Si, 6.8259, 9.552, 9.4788, 0.0103, 0.0093, -0.0239
Si, 9.541, 6.8041, 9.5316, 0.0108, 0.0027, -0.0045
Si, 6.7943, 15.007, 9.5021, -0.004, 0.0134, -0.0102
Si, 9.5518, 12.2549, 9.4183, -0.0134, 0.0074, -0.0326
Si, 12.2609, 4.0874, 9.611, 0.0126, 0.0007, -0.0103
Si, 14.9919, 1.3575, 9.5852, 0.0097, -0.0035, 0.0013
Si, 12.269, 9.5009, 9.4728, 0.0105, -0.0141, -0.0137
Si, 14.9684, 6.735, 9.5701, -0.0012, 0.0069, -0.0128
Si, 12.2427, 15.0229, 9.5428, -0.0188, -0.025, -0.0059
Si, 15.0036, 12.2786, 9.4969, 0.0198, -0.0109, -0.0154
Si, 0.0471, -0.0081, 10.9488, -0.0166, 0.0074, 0.0104
Si, 2.7669, 2.6886, 10.9433, 0.021, -0.0004, 0.0125
Si, 0.0064, 5.3536, 10.9667, -0.0145, -0.0098, -0.0176
Si, 2.692, 8.1042, 10.7847, -0.0049, 0.0333, 0.0084
Si, 0.0784, 10.909, 10.7827, -0.0118, -0.0229, 0.005
Si, 2.7545, 13.6368, 10.9097, -0.0002, -0.0118, 0.0098
Si, 5.4454, 0.0016, 10.9234, 0.0323, -0.0083, 0.0008
Si, 8.171, 2.783, 10.9895, -0.0099, 0.0366, -0.016
Si, 5.5034, 5.4346, 10.8554, -0.0105, -0.0235, -0.0041
Si, 8.2272, 8.2411, 10.8435, 0.009, -0.0321, 0.0058
Si, 5.4539, 10.8825, 10.8364, 0.0166, 0.0199, -0.0014
Si, 8.2031, 13.6199, 10.7498, 0.0297, -0.006, -0.0109
Si, 10.9328, 0.0326, 10.9983, -0.0104, 0.0116, 0.0144
Si, 13.6422, 2.723, 10.9703, -0.0038, 0.0148, 0.0042
Si, 10.8726, 5.4672, 10.9453, -0.0148, 0.0282, 0.0226
Si, 13.5377, 8.0898, 10.8659, 0.004, 0.0289, 0.0093
Si, 10.9441, 10.9347, 10.7834, -0.0179, 0.0198, -0.0091
Si, 13.5937, 13.6163, 10.8387, 0.0207, -0.0107, -0.0261
Si, 1.4809, 1.2776, 12.3606, 0.0352, 0.0124, -0.0207
Si, 4.1731, 4.0964, 12.2622, -0.003, -0.004, -0.0173
Si, 1.4372, 6.73, 12.2294, -0.0007, -0.0112, 0.0007
Si, 4.0263, 9.4715, 12.0926, 0.0197, -0.0152, -0.0137
Si, 1.4246, 12.2134, 12.222, -0.0457, -0.0029, -0.0185
Si, 4.1352, 14.9491, 12.3296, -0.0548, -0.0299, -0.0052
Si, 6.804, 1.378, 12.2835, 0.0007, 0.0012, 0.0125
Si, 9.4998, 4.2107, 12.382, 0.0055, 0.0019, 0.0026
Si, 6.8779, 6.8529, 12.148, -0.0167, 0.0232, -0.0198
Si, 9.6327, 9.6228, 12.1773, -0.0276, -0.0178, 0.0049
Si, 6.8582, 12.3, 12.1041, 0.0028, -0.0295, -0.0245
Si, 9.5425, 14.8731, 12.2043, 0.0025, -0.0147, -0.0282
Si, 12.295, 1.444, 12.4039, -0.023, -0.0063, -0.0027
Si, 14.9923, 4.0113, 12.421, -0.0122, -0.0029, -0.0049
Si, 12.1606, 6.8148, 12.3785, 0.0178, 0.0183, 0.0041
Si, 14.9951, 9.51, 11.9854, -0.0014, 0.0148, -0.0107
Si, 12.2602, 12.2572, 12.2146, -0.0002, 0.0051, 0.0002
Si, 14.9224, 14.9429, 12.2092, 0.0294, -0.0019, 0.0063
Si, 0.1217, 2.6132, 13.7529, -0.0219, 0.0297, -0.0097
Si, 2.8584, -0.0979, 13.8402, 0.0071, 0.0068, -0.0032
Si, -0.0384, 8.1438, 13.3327, -0.0155, -0.0164, 0.0202
Si, 2.8606, 5.4708, 13.6709, -0.0033, -0.0045, 0.0109
Si, -0.0721, 13.5151, 13.4939, 0.0456, 0.0331, 0.0201
Si, 2.8021, 10.8034, 13.5574, -0.0172, 0.011, -0.0021
Si, 5.5403, 2.7799, 13.6993, -0.0211, 0.0027, -0.0112
Si, 8.1442, -0.0948, 13.5027, 0.0127, 0.0192, -0.0074
Si, 5.3866, 8.1236, 13.3934, 0.0071, 0.0251, 0.0282
Si, 8.2493, 5.7664, 13.7206, 0.0257, 0.0108, -0.0223
Si, 5.5229, 13.522, 13.5799, -0.0133, -0.0035, 0.0207
Si, 8.2367, 10.9919, 13.4451, 0.0196, -0.02, 0.0105
Si, 10.8197, 2.8247, 13.7562, -0.0143, -0.0168, -0.0026
Si, 13.6856, -0.0268, 13.6931, -0.0013, -0.0065, -0.0238
Si, 10.8698, 8.3705, 13.7488, 0.0053, -0.0106, 0.0174
Si, 13.5244, 5.3957, 13.7312, 0.0018, -0.0304, 0.0246
Si, 10.909, 13.5519, 13.6578, 0.0094, 0.0132, 0.0299
Si, 13.6819, 10.8189, 13.3791, 0.0018, -0.0249, 0.0187
Si, 1.7559, 3.8562, 14.9488, 0.016, -0.0089, -0.0945
Si, 3.9954, 1.6479, 15.1143, 0.0051, -0.0061, -0.1163
Si, 1.0943, 9.6416, 14.667, 0.0156, 0.0215, -0.0215
Si, 4.4971, 6.6302, 14.9928, -0.0281, 0.0033, -0.0885
Si, 1.2303, 14.7972, 14.8878, 0.0075, -0.0018, -0.0884
Si, 4.5559, 11.7828, 14.8347, -0.0335, -0.0236, -0.0847
Si, 6.7606, 4.4653, 14.8903, -0.0287, 0.0408, -0.0552
Si, 9.7015, 1.0246, 14.7933, 0.0151, 0.0144, -0.0578
Si, 6.7071, 9.634, 14.4915, -0.0034, 0.0076, -0.0881
Si, 9.047, 7.7015, 15.1214, -0.0083, -0.0035, -0.0942
Si, 7.026, 14.724, 14.9247, 0.003, -0.0566, -0.0549
Si, 9.2777, 12.4452, 14.9964, -0.0068, 0.0114, -0.0704
Si, 12.1609, 4.111, 15.2475, -0.0012, 0.008, -0.0535
Si, 15.4883, 0.807, 15.001, -0.0029, -0.0391, -0.1158
Si, 12.6783, 9.3996, 14.918, -0.0164, 0.0058, -0.1062
Si, 14.7761, 7.0825, 14.7369, -0.0061, -0.0104, -0.0666
Si, 12.0094, 15.2093, 14.9305, -0.0378, -0.0193, -0.0353
Si, 15.1806, 11.863, 14.7975, 0.059, -0.0046, -0.0885
Si, -6.9994, -3.3846, 17.8803, 0.0183, 0.0284, -0.0593
Si, 43.0464, -23.3045, 20.6836, -0.0136, -0.0471, -0.0222
Si, -1.6295, 13.5489, 22.065, 0.0027, 0.0261, 0.1005
Si, 10.418, 21.022, 20.6175, 0.003, 0.0159, 0.0414
Si, 24.9365, 23.4325, 20.533, 0.0311, -0.0076, 0.0228
Si, -3.3849, 15.5353, 20.3279, -0.0253, -0.0462, 0.0402
Si, 8.1884, 0.0658, 20.0427, 0.0178, -0.0194, 0.0601
Si, -34.0626, -5.5772, 21.8208, -0.0033, -0.0012, 0.106
Si, 2.545, -3.6942, 16.9087, 0.0381, -0.0264, -0.1008
Si, 0.7681, -1.0847, 22.724, -0.0149, -0.023, 0.068
Si, -3.0488, 18.5131, 19.7288, 0.0146, 0.0111, -0.0044
Si, 12.4164, 20.8623, 22.9954, -0.0186, -0.0295, 0.1081
Si, 6.9833, -3.7397, 22.6128, -0.0153, -0.004, 0.097
Si, 10.2426, -1.3075, 21.7739, 0.0233, 0.0321, 0.0488
Si, 12.35, -6.9667, 22.7895, 0.0415, 0.0152, 0.1111
Si, 20.1703, -2.2673, 19.2204, 0.0062, -0.0288, 0.0014
Si, 20.619, -11.6625, 18.8919, 0.0259, 0.0263, -0.0233
Si, -4.373, 22.0001, 17.9799, -0.0219, 0.0297, -0.0517
Si, 37.0011, -13.9781, 20.5867, 0.0699, -0.0298, 0.0277
Si, -6.7905, 28.5637, 20.9369, -0.0281, 0.0625, 0.0627
Si, -14.6617, 9.5789, 17.5177, 0.0213, -0.0406, -0.1001
Si, 5.3232, 2.1717, 17.7933, -0.011, 0.0078, -0.0516
Si, 3.6112, 6.3968, 22.5723, -0.011, 0.004, 0.1228
Si, 14.8119, 6.2336, 19.017, -0.0096, -0.0088, -0.0135
Si, -9.6376, 14.618, 17.9406, -0.0007, -0.0261, -0.1023
Si, 10.0695, -13.9788, 19.2658, 0.0116, 0.0326, -0.0143
Si, -10.7569, 6.8026, 20.152, -0.0217, -0.0344, 0.0504
Si, 16.1764, 5.1994, 16.7599, 0.0139, 0.0041, -0.1007
Si, -1.4844, 20.697, 21.446, 0.0138, -0.0013, 0.0726
Si, -2.9243, -21.3997, 17.1987, -0.0025, -0.0196, -0.0927
Si, -17.4557, 9.3765, 19.0655, 0.0019, 0.0258, -0.02
Si, -18.3866, 2.7104, 16.8314, -0.0192, 0.0026, -0.0463
Si, 20.1678, 23.7827, 17.9746, -0.0091, -0.0169, -0.1176
Si, -6.2044, 7.9223, 18.1468, 0.0066, -0.0539, -0.0603
Si, 6.6551, -14.7372, 22.3406, 0.0106, 0.0353, 0.1174
Si, 8.231, 35.3186, 16.9634, 0.0136, 0.0038, -0.0742
Si, 3.0087, 16.1222, 21.0334, 0.0233, -0.0833, 0.0684
Si, 4.2661, -2.5983, 22.0358, -0.0168, 0.0393, 0.0705
Si, -4.2468, 13.9696, 17.7257, -0.0289, -0.0095, -0.0863
Si, 17.6185, 4.3912, 22.7399, 0.0046, 0.0238, 0.0827
O, -4.7871, 5.6608, -1.0627, 0.0445, -0.0352, -0.059
O, 13.5441, -10.7479, -6.5645, 0.0193, 0.0081, -0.0017
O, -4.821, 15.6896, -3.7632, 0.0113, 0.029, -0.03
O, 3.9562, 15.3291, -2.7037, 0.0126, 0.0058, -0.0232
O, 7.3415, 17.3049, -3.7577, 0.0056, -0.0166, -0.0756
O, 7.8049, 13.4559, -6.8918, 0.0045, -0.0068, 0.0415
O, -5.8693, -2.2141, -7.0358, -0.0241, 0.015, 0.0183
O, 7.0206, 7.0884, -4.0199, -0.0262, 0.005, -0.0104
O, -9.3933, 18.4791, -7.0267, -0.0061, 0.005, 0.0414
O, 5.3017, 14.0517, -6.2637, -0.0027, 0.0001, 0.0167
O, 3.9078, 17.8107, -0.4345, -0.0326, -0.02, -0.0098
O, -20.1777, 12.4024, -6.9246, -0.0175, 0.0004, 0.0353
O, 5.6014, 5.4974, -9.3648, 0.0351, -0.0305, 0.0546
O, 10.1521, -0.5638, -1.5716, -0.0342, -0.0139, -0.077
O, 9.6438, 7.9041, -8.1796, 0.0153, 0.0321, 0.054
O, -10.8608, 2.5577, -3.0582, -0.0214, 0.0119, -0.0388
O, 7.2962, 9.1955, -0.426, -0.0368, 0.0266, -0.0416
O, 7.2337, 15.7875, -5.8947, 0.009, 0.037, 0.0476
O, 3.741, 13.2021, -4.1997, -0.0007, -0.014, -0.0267
O, 5.1485, 7.764, -5.8991, 0.0378, 0.0263, 0.0212
O, 1.6432, 13.6364, -8.8122, 0.0067, -0.0486, 0.0648
O, 16.2205, -18.7028, -2.4176, 0.0001, 0.0109, -0.0221
O, 12.5974, -1.7523, -8.4846, 0.0511, -0.0035, 0.0504
O, 9.5596, -12.9997, -4.3492, -0.0094, -0.0133, -0.0004
O, 9.3807, 7.1097, -0.3388, 0.019, -0.0079, -0.0408
O, 6.0141, 16.7627, -1.507, -0.0042, -0.0282, -0.0622
O, 16.5363, -0.3748, -9.3504, -0.0266, 0.0208, 0.042
O, 2.9431, 7.6356, -1.4364, -0.0061, -0.0386, -0.1118
O, 14.8387, 22.0113, -4.285, 0.0031, 0.0299, 0.0125
O, 19.8838, 13.02, -1.4865, 0.0188, -0.004, -0.0402
O, -0.3629, 27.1219, -1.7267, -0.009, 0.005, -0.1119
O, -7.5899, 1.4534, 16.0309, -0.05, 0.0032, 0.051
O, -11.9184, -9.4072, 21.2761, 0.0152, 0.0299, -0.0571
O, -2.3397, 4.8524, 22.7488, 0.0114, 0.0213, -0.0325
O, 22.1756, -2.8097, 21.9906, 0.0158, 0.0179, -0.023
O, -23.1526, 3.0197, 17.8885, 0.0293, 0.0155, 0.0217
O, -1.6706, 17.9594, 24.4461, 0.0521, -0.0277, -0.0526
O, 11.1051, 5.0012, 19.178, -0.0039, -0.0314, 0.0134
O, 0.0402, 10.7996, 15.1295, -0.0058, -0.0014, 0.0197
O, -1.8677, 12.0741, 16.2549, -0.0352, 0.0141, 0.0758
O, -6.9413, 17.2349, 19.3688, 0.0199, -0.0166, 0.0017
O, -6.7107, 12.0362, 24.4936, 0.0012, 0.0011, -0.0332
O, 2.0029, 11.1528, 17.2727, -0.0005, 0.0366, 0.016
O, 0.073, 3.9535, 21.738, -0.0066, -0.0247, -0.0303
O, -8.5388, 18.6906, 23.231, 0.0013, -0.0335, -0.1072
O, -1.5267, -4.1073, 21.1639, -0.0071, -0.0104, -0.0491
O, 19.1176, -7.6754, 18.2569, -0.0044, 0.0141, 0.0424
O, -2.3175, 2.6621, 18.3906, 0.002, 0.0163, 0.0628
O, 7.6947, 8.6184, 15.3275, 0.0494, -0.0683, 0.0618
O, 4.9471, 17.9581, 19.2628, -0.0138, -0.0268, 0.0323
O, 13.6028, 16.9869, 20.114, 0.0128, 0.0111, -0.002
O, 5.6348, 5.2985, 19.5481, 0.0241, -0.0037, -0.0011
O, 4.7241, 20.0193, 17.6731, -0.017, 0.0017, 0.0192
O, 3.3681, -10.4032, 18.4149, -0.0198, -0.0209, 0.0201
O, 16.1992, 0.1142, 23.279, -0.0279, 0.0212, -0.0527
O, 13.4735, -5.8984, 22.4098, 0.0032, 0.0129, -0.0455
O, 14.9849, 1.3276, 16.453, 0.0075, 0.024, 0.0783
O, 10.8673, -0.0019, 15.33, 0.0225, 0.0263, 0.0191
O, 25.8837, 11.9796, 16.5639, -0.0306, -0.0205, 0.105
O, 12.4623, -6.0468, 16.2857, -0.0187, 0.0308, 0.076
O, 14.7237, 7.8357, 18.97, -0.0142, 0.0097, 0.0058
O, 16.8621, 21.5444, 23.8781, 0.0313, -0.0065, -0.0708
O, 8.2348, 13.674, 15.2033, 0.02, 0.0283, 0.0339
O, 9.5711, -20.3725, 19.3254, -0.0072, -0.0404, 0.0311
O, 2.7332, -19.2395, 18.2779, -0.0009, 0.0299, 0.0404
O, 17.856, -7.4318, 16.0528, -0.0184, -0.0163, 0.0557
O, 5.6794, 10.6584, 15.2995, -0.0117, 0.0196, 0.0388
O, 11.5782, 7.2263, 18.0573, -0.0162, 0.0308, 0.0159
O, 4.1202, 7.4085, 16.3778, 0.0099, 0.041, 0.0837
O, 7.7198, 3.9333, 16.112, 0.034, -0.0112, 0.0586
O, 19.7248, -0.7457, 19.5599, -0.0005, 0.0505, -0.0413
O, -2.3985, 14.709, 21.287, -0.0126, 0.0299, -0.035
O, 18.7651, 5.3664, 22.1252, -0.0013, -0.017, -0.0564
O, 30.4855, -5.9622, 18.3241, 0.0141, -0.0333, 0.0337
O, 22.8092, -1.1747, 16.4127, -0.0132, 0.0194, 0.1092
O, 9.4224, 5.8449, 21.1579, -0.0031, -0.0127, -0.0032
O, 8.0125, -20.5119, 21.4596, 0.0247, -0.0187, -0.0445
O, 6.2546, 11.3025, 23.3043, 0.0024, 0.0257, -0.0269
O, -7.2023, 8.4753, 21.1962, -0.0001, 0.0177, -0.0181
O, -4.6463, 18.5808, 19.4123, -0.0165, 0.0163, 0.0028
O, 1.769, 14.8608, 23.9319, -0.0139, 0.0149, -0.035
O, -4.626, 8.7664, 21.4258, -0.0149, -0.0099, -0.0597
O, 14.9399, 6.8131, 24.6409, -0.0115, 0.0087, -0.0462
O, -5.0567, 10.0755, 23.7664, -0.0255, -0.0333, -0.0738
O, 2.0624, 3.1377, 23.4266, -0.0203, 0.0058, -0.0618
O, 0.3206, 9.5095, 18.3773, -0.0329, 0.0107, 0.0326
O, 1.3735, 25.7452, 24.3643, 0.0129, 0.0108, -0.0456
O, 1.4879, -0.5891, 21.3812, 0.0097, 0.0099, -0.0373
O, -2.346, -3.1463, 23.4747, 0.0087, -0.0224, -0.073
O, 10.4024, -7.0681, 19.0458, 0.0135, 0.0242, 0.0251
O, -13.1372, 1.3762, 21.1572, -0.0163, 0.0231, -0.0171
O, 6.6134, 20.5556, 24.431, -0.0291, -0.0007, -0.0277
O, 3.987, 12.4479, 16.2029, -0.0156, 0.0329, 0.0858
O, -3.2757, 8.1644, 23.5864, -0.0039, 0.0042, -0.0687
O, 12.2211, -17.8128, 24.3685, 0.0083, 0.0096, -0.0507
O, 2.8013, 19.0413, 15.4617, -0.0024, 0.0026, 0.0341
O, 8.882, 15.2419, 20.9303, -0.0353, -0.0061, -0.0374
O, 10.3725, 13.3967, 21.7262, -0.0013, -0.0012, -0.0231
O, 12.9301, 2.8434, 15.9463, 0.0123, 0.0018, 0.0243
O, -2.3424, -13.2087, 20.8483, -0.0053, -0.0412, -0.0188
O, -20.1933, 3.1766, 23.883, -0.0394, 0.0287, -0.0741
O, -1.1595, -12.3488, 16.4392, 0.0034, -0.0157, 0.0293
O, 1.2935, 21.0061, 16.2965, -0.0156, 0.0133, 0.0595
O, -0.6408, 6.5013, 15.9481, 0.0445, -0.0077, 0.0649
O, 26.6141, 10.8474, 21.2434, 0.0167, 0.0175, -0.0026
O, -0.1797, -10.6855, 18.3042, -0.0015, -0.0015, 0.0598
O, 4.7, 1.3063, 16.5642, 0.0225, -0.0186, 0.0982
O, 11.6312, 4.356, 21.6114, -0.0222, -0.0136, -0.0821
O, 4.7014, 5.743, 23.5692, -0.0069, -0.0066, -0.0731
O, 19.9865, 3.7355, 20.0714, -0.0299, 0.016, 0.0115
O, 7.7336, -2.7686, 23.6751, -0.0129, 0.0035, -0.0427
O, -2.6003, -8.1293, 15.3355, -0.0082, -0.0375, 0.0464
O, 11.6172, 21.3627, 16.5134, -0.0141, -0.0092, 0.0036
O, -0.9848, 9.7423, 20.6397, 0.0205, -0.0417, -0.0203
O, 8.9721, 7.1036, 18.9496, -0.0326, -0.0189, 0.0179
O, 12.7743, 14.7912, 18.9147, 0.0148, 0.0231, 0.0074

Results
free energy: -229903.522 eV
free energy less fixed offsets of O -570.45, Si -639.56 eV per atom: -3.962 eV

The program warned: the cutoff lies below the one the program advises for these potential files; the forces do not sum to zero within the program's tolerance; empty levels may hold ghost states of the PAW files; the exchange-correlation potential is rough where the density is thin.
